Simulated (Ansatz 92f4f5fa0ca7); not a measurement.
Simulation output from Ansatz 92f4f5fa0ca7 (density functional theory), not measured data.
Periodic cell of 213 atoms, Si132O80H1, from a study of silicon, its oxide and their interface. The atomic structure is a simulated model.
Doubt: the cutoff is far below the 930 eV that the study's wrapper takes by default for these files, so forces and energies are approximate.
This geometry differs little from another in the collection (a relaxation step or a small displacement).

Settings
functional: PBE
potential files: Ansatz PAW
basis: plane waves
wave-function cutoff: 580 eV
density cutoff ratio: 5
exchange-correlation grid ratio: 1
k mesh: 1 x 1 x 1, Gamma-centred
self-consistency stop: 5e-08 eV per atom in the density residual
occupations: fixed
spin: none
net charge: +1 e, with a uniform compensating background and no finite-size correction

Cell vectors (angstrom)
a	10.938	0	0
b	0	10.938	0
c	0	0	31.7071

Atoms: element, x, y, z (angstrom)
Si	-0.4029	0.3676	24.3018
Si	6.1913	-0.5897	24.2802
Si	2.1328	3.3206	24.3586
Si	8.6335	2.0687	24.262
Si	0.4828	5.0773	24.215
Si	4.7536	6.1197	24.2866
Si	3.0521	7.9102	24.4283
Si	7.7687	8.5252	24.2756
Si	1.2737	1.4648	25.5787
Si	6.9369	1.2232	25.663
Si	4.0259	4.1851	25.5042
Si	9.5526	4.0495	25.3491
Si	1.3688	6.7867	25.615
Si	6.7037	6.8459	25.5198
Si	4.2163	9.6189	25.5173
Si	9.5295	9.5445	25.5256
Si	2.7407	0.0436	26.8494
Si	8.2633	-0.08	27.0241
Si	-0.0771	2.7989	26.9448
Si	5.4673	2.7362	26.8402
Si	2.7344	5.464	26.9967
Si	8.1755	5.4429	26.8018
Si	-0.0138	8.1994	26.8913
Si	5.465	8.2256	26.9729
Si	4.1018	1.3673	28.2888
Si	9.5708	1.3673	28.2888
Si	1.3673	4.1018	28.2888
Si	6.8362	4.1018	28.2888
Si	4.1018	6.8362	28.2888
Si	9.5708	6.8362	28.2888
Si	1.3673	9.5708	28.2888
Si	6.8362	9.5708	28.2888
Si	0	0	29.6561
Si	5.469	0	29.6561
Si	2.7345	2.7345	29.6561
Si	8.2035	2.7345	29.6561
Si	0	5.469	29.6561
Si	5.469	5.469	29.6561
Si	2.7345	8.2035	29.6561
Si	8.2035	8.2035	29.6561
Si	1.3673	1.3673	31.0233
Si	6.8362	1.3673	31.0233
Si	4.1018	4.1018	31.0233
Si	9.5708	4.1018	31.0233
Si	1.3673	6.8362	31.0233
Si	6.8362	6.8362	31.0233
Si	4.1018	9.5708	31.0233
Si	9.5708	9.5708	31.0233
Si	2.7345	0	0.6835
Si	8.2035	0	0.6835
Si	0	2.7345	0.6835
Si	5.469	2.7345	0.6835
Si	2.7345	5.469	0.6835
Si	8.2035	5.469	0.6835
Si	0	8.2035	0.6835
Si	5.469	8.2035	0.6835
Si	4.1018	1.3673	2.0507
Si	9.5708	1.3673	2.0507
Si	1.3673	4.1018	2.0507
Si	6.8362	4.1018	2.0507
Si	4.1018	6.8362	2.0507
Si	9.5708	6.8362	2.0507
Si	1.3673	9.5708	2.0507
Si	6.8362	9.5708	2.0507
Si	0	0	3.418
Si	5.469	0	3.418
Si	2.7345	2.7345	3.418
Si	8.2035	2.7345	3.418
Si	0	5.469	3.418
Si	5.469	5.469	3.418
Si	2.7345	8.2035	3.418
Si	8.2035	8.2035	3.418
Si	1.405	1.3302	4.7323
Si	6.8018	1.3823	4.8686
Si	4.1391	4.0922	4.7628
Si	9.5556	4.0998	4.7901
Si	1.3902	6.8635	4.8549
Si	6.8098	6.8489	4.7029
Si	4.0786	9.6147	4.9021
Si	9.6423	9.5018	4.6921
Si	2.6531	0.0777	6.3346
Si	8.2931	-0.0845	6.0006
Si	0.0613	2.7247	6.0401
Si	5.3731	2.7589	6.3321
Si	2.8294	5.4815	6.1459
Si	8.1665	5.5201	6.0877
Si	0.0025	8.2373	6.2447
Si	5.5519	8.1965	6.1596
Si	3.4268	1.9802	7.5816
Si	10.0316	0.9273	7.1864
Si	1.7576	3.7619	7.3014
Si	6.3161	4.7245	7.3244
Si	4.6297	6.419	7.4082
Si	9.2505	7.0871	7.4409
Si	0.7462	10.1342	7.5198
Si	7.499	9.0265	7.2569
O	0.805	9.8337	9.1924
O	1.1609	4.5374	8.6518
O	5.3224	-1.5166	10.6663
O	7.0087	9.8332	8.6342
O	3.5803	1.6232	9.2154
O	4.6367	6.6605	9.1287
O	6.5818	4.8494	9.1565
O	9.8413	6.1021	8.7074
O	2.4511	2.9335	22.7594
O	6.2827	10.8388	22.651
O	7.6812	2.2487	22.8742
O	0.3294	5.6255	22.6439
O	2.3185	8.627	23.0836
O	8.1868	7.9579	22.7579
O	4.9587	5.7739	22.686
O	11.2973	10.5764	22.9758
Si	0.3458	3.6329	14.9584
Si	6.931	11.2005	14.0677
Si	3.9043	2.0535	10.7537
Si	3.3906	1.7068	22.2506
Si	1.8723	10.0972	22.5329
Si	4.8645	10.2057	12.0258
Si	13.3633	11.1866	19.8377
Si	6.3779	13.4309	17.0078
Si	9.7027	3.3993	19.6886
Si	2.7503	17.5521	19.39
Si	-1.4812	13.2739	16.9209
Si	1.5912	8.613	15.642
Si	1.1368	6.2688	12.1818
Si	10.4387	11.5556	19.0479
Si	9.5858	6.0457	13.988
Si	5.4506	14.1012	14.3455
Si	11.0143	5.8585	21.0473
Si	6.3903	12.4124	22.2001
Si	-0.92	2.0473	10.0641
Si	5.3755	5.7199	21.1272
Si	6.0128	6.3138	9.9625
Si	7.0342	16.0029	12.4657
Si	2.5418	14.4955	12.9542
Si	11.5766	10.6221	10.6229
Si	8.8798	10.9266	11.8537
Si	13.1855	9.0552	12.6241
Si	6.7155	3.2344	19.9854
Si	8.5833	9.2288	18.8398
Si	8.1486	7.3923	21.227
Si	6.5877	3.4265	10.1756
Si	6.8263	-1.7487	10.1043
Si	6.3209	10.4486	17.0315
Si	-0.1275	5.0415	9.508
Si	-0.9313	7.5295	16.6342
Si	1.4824	5.8472	16.8025
Si	3.5988	9.3383	17.8066
O	8.446	11.1614	13.4134
O	7.8647	-1.027	11.0995
O	10.3087	10.1926	11.5712
O	2.4383	5.609	18.1109
O	9.6036	6.6935	20.8921
O	4.9285	2.0977	22.6334
O	9.7195	3.5048	18.0452
O	-3.9768	10.4647	15.519
O	3.0903	8.0566	18.6844
O	0.5226	12.239	10.2896
O	6.8171	17.4081	20.9694
O	6.2292	1.7497	14.028
O	1.4007	6.5871	20.3565
O	3.5281	10.625	18.7977
O	9.2218	17.8817	15.3073
O	7.0724	-3.3744	9.914
O	14.0531	12.4304	20.6493
O	13.5961	13.7254	11.5162
O	-0.9082	3.6672	9.9949
O	6.0638	-0.669	13.0878
O	10.8903	17.6176	13.2373
O	4.1091	6.2373	20.2181
O	-3.029	13.3273	16.402
O	2.0562	7.034	15.8029
O	5.9424	5.9294	11.5571
O	4.3615	0.7592	11.6239
O	6.5704	1.7101	20.5859
O	8.2847	16.9083	12.9917
O	1.122	11.6151	18.9665
O	-0.0124	17.2726	17.2868
O	7.5356	3.8787	11.4331
O	5.4376	14.2609	15.9666
O	2.9584	11.246	23.0265
O	10.8085	4.4029	20.3174
O	8.9803	8.0613	17.762
O	7.9175	8.5938	20.1637
O	12.8932	18.5747	11.8907
O	6.3987	3.2965	18.402
O	1.3507	15.4058	15.9462
O	2.206	16.0894	12.7304
O	7.4873	10.1826	18.1216
O	5.6241	4.1725	20.7158
O	2.6081	9.5328	16.5184
O	-5.2039	11.9553	17.2539
O	9.3852	1.4853	8.6484
O	10.9956	8.7597	16.195
O	10.5253	13.3652	15.7125
O	3.9246	14.2119	13.7812
O	-0.9439	1.8236	20.0817
O	6.9077	2.1327	9.2658
O	9.7795	11.835	17.5884
O	-1.0602	10.072	19.4074
O	1.2602	13.9024	13.7813
O	12.8818	10.0397	20.9033
O	10.0433	15.4764	14.3956
O	1.5711	9.1182	14.096
O	0.4195	5.7815	10.8265
O	8.2256	3.8054	20.2439
O	3.8317	9.2547	12.826
O	-5.7994	9.3265	17.2349
O	5.093	3.1813	10.7605
O	1.8764	10.2773	11.6016
O	6.2963	4.4188	13.7444
O	8.9891	1.5	11.2131
H	7.8017	1.8642	8.921

Results
free energy: -129429.746 eV
free energy less fixed offsets of H -15.97, O -568.88, Si -635.61 eV per atom: -2.856 eV

Forces (eV/angstrom), in the order of the atoms: element, x, y, z
Si	0.2077	-0.187	-0.0755
Si	-0.1707	0.1942	-0.0771
Si	0.1114	-0.1001	-0.0404
Si	-0.2047	0.1362	-0.0481
Si	-0.1256	0.1982	-0.1742
Si	0.1791	-0.1991	-0.1786
Si	-0.19	0.188	-0.084
Si	0.1719	-0.2287	-0.1536
Si	0.0301	-0.0255	-0.0043
Si	-0.0396	0.0404	-0.0055
Si	0.0237	-0.0371	-0.032
Si	0.0191	-0.0152	0.0168
Si	0.0145	-0.0061	0.0399
Si	-0.013	-0.0097	-0.0253
Si	0.0252	0.045	-0.0076
Si	-0.0186	-0.0158	0.0304
Si	-0.0325	-0.0391	0.0212
Si	0.0078	-0.0262	0.0277
Si	0.0241	-0.0038	-0.0183
Si	0.0035	0.0153	0.0294
Si	0.0022	-0.0074	-0.0075
Si	0.0136	0.0164	-0.0089
Si	0.0032	0.0115	-0.0059
Si	-0.0273	0.0334	-0.0376
Si	-0.0072	0.1756	-0.4484
Si	0.0643	0.1244	0.4624
Si	-0.2693	-0.0195	0.3894
Si	0.024	-0.091	-0.6053
Si	0.008	0.1544	0.4385
Si	-0.269	-0.221	-0.5815
Si	0.159	0.1092	-0.5331
Si	0.021	-0.2585	0.7453
Si	0.0654	0.1772	0.014
Si	0.1063	-0.044	-0.0113
Si	-0.0973	-0.0115	-0.0015
Si	-0.0124	-0.1478	0.0156
Si	0.0705	-0.0759	0.0115
Si	-0.0196	0.0954	-0.0047
Si	0.0568	-0.0499	0.0264
Si	-0.185	-0.0315	0.0508
Si	0.069	-0.086	0.0239
Si	-0.0505	0.0695	-0.0214
Si	0.0154	-0.011	-0.0078
Si	-0.0448	0.0627	-0.0353
Si	-0.0839	0.0447	-0.0181
Si	0.1013	-0.0367	0.0269
Si	-0.0453	0.0747	-0.0285
Si	0.0297	-0.0651	-0.0176
Si	0.0228	-0.0522	0.0237
Si	-0.0453	0.0452	-0.0176
Si	-0.0255	0.0268	-0.004
Si	0.0424	-0.0629	0.0264
Si	-0.0306	0.0555	-0.0115
Si	0.0345	-0.0785	0.025
Si	0.0647	-0.0156	0.0367
Si	-0.0329	0.0108	-0.0066
Si	0.0065	0.0685	-0.0458
Si	-0.02	-0.1088	0.0439
Si	0.0371	0.0004	0.0377
Si	-0.0312	0.0519	-0.052
Si	0.021	-0.0476	0.0292
Si	-0.0733	0.0185	-0.0732
Si	0.0074	0.134	-0.0697
Si	0.0951	-0.0237	0.0325
Si	0.3551	-0.1778	-0.6181
Si	-0.2483	0.1641	0.6124
Si	0.238	-0.0865	-0.2756
Si	-0.3331	-0.0787	0.3491
Si	0.0798	0.2496	0.4214
Si	0.0248	-0.2224	-0.5802
Si	0.0695	0.2864	0.5813
Si	0.0889	-0.1444	-0.6549
Si	-0.0093	0.0087	0.0076
Si	0.0127	-0.0163	-0.0046
Si	0.0192	0.0175	0.043
Si	0.0278	-0.0009	0.0199
Si	-0.024	-0.0208	0.0138
Si	-0.0097	-0.0098	-0.0012
Si	0.0028	0.0002	-0.0012
Si	0.0132	0.0001	0.0145
Si	0.0231	-0.0373	-0.059
Si	-0.0265	0.0308	-0.0154
Si	-0.0172	0.0057	0.0062
Si	0.0032	-0.0146	0.0893
Si	-0.0081	0.0257	-0.0316
Si	-0.0194	-0.0477	0.0362
Si	0.008	0.0076	-0.0068
Si	0.0133	0.0179	0.0297
Si	0.1253	-0.1096	0.1153
Si	-0.1563	0.0937	-0.0261
Si	-0.1068	0.1636	0.053
Si	-0.112	-0.0783	-0.9293
Si	-0.0115	0.0822	0.0114
Si	0.145	-0.1578	-0.0214
Si	0.1139	-0.1473	0.2159
Si	-0.1101	0.0924	0.0419
O	-0.0729	0.0474	-0.2742
O	0.0302	-0.0653	-0.0179
O	0.0557	-0.0698	-0.1499
O	0.0471	-0.0728	0.0396
O	-0.0285	0.0831	-0.1335
O	0.4514	-0.4188	0.0376
O	0.0241	-0.0765	0.5449
O	-0.1203	0.0888	-0.055
O	-0.038	0.0147	0.1283
O	0.038	-0.131	0.1722
O	0.057	-0.0201	0.1095
O	0.0827	-0.1215	0.308
O	0.0419	-0.0586	0.0963
O	-0.0616	0.1475	0.2454
O	-0.0982	0.0955	0.2637
O	-0.0107	0.0497	0.1075
Si	0.0193	-0.0046	0.1504
Si	0.0213	-0.0305	0.2015
Si	-0.2552	-0.2577	0.1919
Si	-0.0947	0.0138	-0.2119
Si	-0.0374	0.0061	-0.1638
Si	-0.0531	-0.1101	0.2967
Si	-0.0578	0.0057	-0.2076
Si	0.0421	0.0223	0.1287
Si	-0.0521	-0.0472	-0.0594
Si	0.0214	0.0047	-0.0857
Si	0.0151	0.0074	0.1045
Si	0.0473	0.0399	0.0818
Si	0.0917	0.117	0.2942
Si	0.0286	-0.0014	-0.0029
Si	0.1675	0.0123	0.2406
Si	-0.0596	-0.1148	0.2623
Si	0.0336	-0.039	-0.1949
Si	0.084	0.0237	-0.1608
Si	0.0739	-0.1447	0.2602
Si	-0.0017	-0.011	-0.1387
Si	-0.4785	0.9655	0.6389
Si	0.1725	0.0466	0.6577
Si	-0.0713	0.0554	0.2814
Si	0.0458	-0.0573	0.2511
Si	0.0504	-0.0266	0.2602
Si	-0.0135	-0.064	0.2386
Si	0.0778	0.1049	-0.1088
Si	0.0742	0.0567	-0.0247
Si	-0.055	-0.0304	-0.173
Si	0.0672	-0.8895	0.729
Si	-0.041	0.309	0.2315
Si	-0.0405	-0.0148	0.0628
Si	0.1255	0.0483	0.0806
Si	0.0098	0.0363	0.0685
Si	0.0408	0.032	0.093
Si	-0.0283	-0.0039	0.0392
O	0.0054	0.0223	-0.1436
O	-0.0813	-0.1019	-0.1578
O	0.0313	0.0098	-0.1225
O	-0.0316	-0.0019	-0.0181
O	-0.0148	0.0262	0.0829
O	-0.004	0.0223	0.0879
O	-0.0028	0.0064	-0.0285
O	0.0052	0.0046	-0.0712
O	0.0095	0.0105	0.0165
O	-0.0173	0.0744	-0.1034
O	0.0156	0.0408	0.0959
O	0.0025	0.0295	-0.0986
O	-0.0595	0.0157	0.0895
O	-0.0205	0.0201	0.0575
O	-0.0429	-0.0435	-0.1164
O	-0.0349	-0.5802	-0.2179
O	0.0703	0.0512	0.1582
O	0.0843	-0.0325	-0.1933
O	-0.0497	0.0478	-0.1003
O	-0.0366	-0.0114	-0.1533
O	-0.0375	-0.0272	-0.1124
O	0.0533	-0.0057	0.0901
O	0.005	0.0126	-0.031
O	-0.0081	-0.0234	-0.0434
O	-0.0253	-0.0446	-0.6309
O	0.0011	0.1566	-0.1676
O	-0.0391	-0.0654	0.1384
O	-0.1889	-0.0717	-0.2133
O	0.0305	-0.0027	0.0455
O	-0.0228	0.0012	-0.029
O	-0.1643	0.0333	-0.5867
O	-0.0197	0.0221	-0.117
O	0.0572	0.0238	0.0971
O	0.0399	0.0244	0.0606
O	-0.0174	-0.0237	0.0002
O	-0.0019	0.0082	0.0589
O	-0.0078	-0.0238	-0.0964
O	-0.0019	-0.0255	-0.001
O	-0.0034	-0.0124	-0.0392
O	0.0088	-0.0207	-0.1067
O	-0.0219	0.002	0.0065
O	-0.0248	-0.0593	0.0752
O	-0.0182	-0.0038	-0.0482
O	-0.0012	-0.0069	-0.0196
O	-0.0771	-0.0165	0.0148
O	0.018	-0.0357	-0.0345
O	0.0145	0.0129	-0.074
O	0.0196	0.0056	-0.104
O	-0.0098	-0.014	0.0223
O	0.0227	0.5964	-0.0012
O	-0.0194	0.0021	-0.0213
O	-0.036	0.0085	0.0121
O	0.0319	-0.0066	-0.1208
O	-0.0292	-0.0485	0.1737
O	-0.0545	0.0239	-0.0987
O	-0.012	0.0302	-0.1107
O	-0.1023	-0.09	-0.217
O	-0.0274	-0.0184	0.0176
O	0.0625	0.0407	-0.1234
O	0.0302	-0.0045	-0.0453
O	0.3791	0.3805	-0.3871
O	-0.0029	0.0642	-0.1341
O	0.0644	0.1047	-0.2356
O	0.0032	0.102	-0.1583
H	-0.0247	-0.0024	0.021

The program warned: the cutoff lies below the one the program advises for these potential files; the exchange-correlation potential is rough where the density is thin.
